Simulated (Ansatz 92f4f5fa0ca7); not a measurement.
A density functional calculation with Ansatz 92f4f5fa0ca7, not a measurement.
Periodic cell of 259 atoms, Si165O94, from a study of silicon, its oxide and their interface. The atomic structure is a simulated model.
Doubt: the cutoff is far below the 930 eV that the study's wrapper takes by default for these files, so forces and energies are approximate.
This geometry differs little from another in the collection (a relaxation step or a small displacement).

Settings
functional: PBE
potential files: Ansatz PAW
basis: plane waves
wave-function cutoff: 580 eV
density cutoff ratio: 5
exchange-correlation grid ratio: 1
k mesh: 1 x 1 x 1, Gamma-centred
self-consistency stop: 5e-08 eV per atom in the density residual
occupations: fixed
spin: none
net charge: 0

Cell vectors (angstrom)
a  10.938  0  0
b  0  10.938  0
c  0  0  38.3417

Atoms and the computed forces on them: element, x, y, z (angstrom), force x, y, z (eV/angstrom)
Si  0  0  0.683  0.0417  -0.0206  -0.0279
Si  5.469  0  0.683  0.0098  -0.0606  0.0166
Si  2.7345  2.7345  0.683  -0.0311  0.0127  0.0125
Si  8.2035  2.7345  0.683  -0.0792  -0.0254  -0.023
Si  0  5.469  0.683  -0.0397  0.0104  0.0153
Si  5.469  5.469  0.683  -0.0206  0.0802  -0.0313
Si  2.7345  8.2035  0.683  0.0141  0.03  -0.0163
Si  8.2035  8.2035  0.683  0.0018  0.0239  0.0133
Si  1.3673  1.3673  2.0503  -0.19  0.0444  0.0009
Si  6.8362  1.3673  2.0503  0.0865  -0.0082  -0.126
Si  4.1018  4.1018  2.0503  -0.0331  0.1525  -0.0671
Si  9.5708  4.1018  2.0503  -0.0925  0.0498  0.0478
Si  1.3673  6.8362  2.0503  -0.0152  0.061  -0.1336
Si  6.8362  6.8362  2.0503  -0.0251  -0.149  -0.0216
Si  4.1018  9.5708  2.0503  0.0234  -0.0022  0.0838
Si  9.5708  9.5708  2.0503  0.1776  0.0317  -0.1317
Si  2.7345  0  36.2902  -0.2691  -0.2537  0.0466
Si  8.2035  0  36.2902  -0.1458  -0.1752  0.1218
Si  0  2.7345  36.2902  -0.2739  0.2312  -0.0005
Si  5.469  2.7345  36.2902  0.0761  0.1728  -0.1508
Si  2.7345  5.469  36.2902  0.1197  0.2658  0.1589
Si  8.2035  5.469  36.2902  0.2222  -0.1063  -0.2554
Si  0  8.2035  36.2902  0.1705  -0.2462  0.2132
Si  5.469  8.2035  36.2902  0.2589  -0.0491  -0.1472
Si  4.1018  1.3673  37.6575  0.0223  -0.028  -0.0632
Si  9.5708  1.3673  37.6575  -0.0154  0.0739  -0.0039
Si  1.3673  4.1018  37.6575  0.0472  -0.0652  -0.0273
Si  6.8362  4.1018  37.6575  -0.0171  -0.0708  -0.0084
Si  4.1018  6.8362  37.6575  -0.0168  -0.0333  0.0146
Si  9.5708  6.8362  37.6575  0.1144  -0.119  0.0204
Si  1.3673  9.5708  37.6575  -0.0092  0.1202  0.0406
Si  6.8362  9.5708  37.6575  -0.0389  0.0631  0.0319
Si  2.6783  2.0341  26.2779  0.0266  -0.0348  -0.0163
Si  4.6328  -3.4512  24.417  -0.0135  -0.0066  0.0089
Si  7.6734  2.4934  20.9041  0.0118  -0.0089  -0.0091
Si  8.2048  5.9112  28.6453  -0.0339  -0.0617  0.0831
Si  0.185  1.1987  30.4635  0.0164  -0.0509  0.1188
Si  8.3453  3.6488  26.6435  -0.0438  0.0225  0.0311
Si  7.0545  11.9433  27.8209  0.0246  -0.0992  0.0886
Si  11.3551  10.1404  23.9331  0.0092  0.0081  0.0272
Si  2.7689  -2.1627  28.4898  -0.1482  -0.0759  -0.0717
Si  1.9372  4.5073  28.0979  0.018  -0.0117  -0.0532
Si  5.0778  3.0834  31.0186  0.0288  0.0514  0.0628
Si  11.732  -0.3884  26.9937  -0.084  -0.0104  0.0747
Si  0.3835  8.5257  30.4645  -0.0649  0.1184  0.0854
Si  10.1624  6.2371  23.9381  0.0022  -0.0038  0.0111
Si  6.6006  7.2088  17.7614  0.0031  -0.0066  0.0094
Si  10.8067  15.0897  17.3511  -0.0031  -0.0385  0.0097
Si  1.3879  -1.3741  32.3435  0.0421  -0.0267  -0.0748
Si  7.6335  0.1242  30.9969  -0.015  -0.1294  -0.0416
Si  -0.0382  3.5171  30.3795  -0.0708  0.0345  0.0894
Si  8.7906  4.969  30.7614  -0.0253  0.0321  -0.0609
Si  2.4238  7.2751  20.3436  -0.0152  -0.0028  0.0145
Si  6.9684  4.0567  32.1156  0.0128  -0.0252  -0.0634
Si  -0.5052  10.3416  29.0202  0.1185  -0.0972  -0.0706
Si  5.3974  8.4131  30.7774  -0.0323  -0.0128  -0.2228
Si  4.0182  1.5372  32.4678  0.0858  0.0083  -0.057
Si  9.4639  1.0448  32.1895  0.0817  0.2492  -0.0314
Si  1.4739  4.1763  32.1356  0.0388  -0.0282  -0.0174
Si  10.5345  5.6129  26.8633  -0.0435  0.0334  0.0005
Si  4.2104  6.7573  31.9938  0.0063  -0.014  0.065
Si  9.7702  6.9044  31.8574  0.0487  -0.0584  -0.0202
Si  2.4409  11.2968  31.2046  -0.1076  -0.0711  -0.0403
Si  6.6917  9.4832  32.3572  0.0856  0.1136  0.1223
Si  -0.1016  -0.1453  33.679  0.1366  0.0455  -0.1024
Si  5.4186  0.0277  33.6605  0.0055  -0.0221  -0.026
Si  2.6057  2.8128  33.7271  -0.1  0.0414  -0.1073
Si  8.2989  2.6981  33.5018  -0.0099  -0.0737  -0.0137
Si  0.0933  5.5953  33.4407  -0.0224  0.0175  0.0191
Si  5.5755  5.4642  33.4782  -0.0108  0.023  0.0106
Si  2.831  8.1077  33.4978  -0.0419  0.0283  -0.004
Si  8.2734  8.1175  33.4372  0.0215  -0.0239  -0.0111
Si  1.2889  1.3184  34.958  -0.0419  0.0047  0.0478
Si  6.8765  1.3864  34.9208  -0.0022  0.0385  0.0077
Si  4.1172  4.1574  34.9203  0.1026  -0.0303  0.0225
Si  9.628  4.1584  34.8441  0.0495  0.0174  0.0162
Si  1.4075  6.8621  34.9195  0.0148  -0.0283  -0.0098
Si  6.8788  6.83  34.8903  -0.0349  0.016  0.0116
Si  4.0819  9.5439  34.9357  -0.0215  -0.0242  0.0303
Si  9.4988  9.4632  34.9695  -0.1013  -0.0199  0.0382
Si  2.7295  0.0108  3.4037  -0.0024  -0.009  -0.038
Si  8.2291  0.0067  3.3979  0.0139  0.0225  0.004
Si  -0.0311  2.7316  3.4255  0.0033  -0.0337  0.0055
Si  5.494  2.7614  3.3866  0.0572  0.0353  -0.0145
Si  2.7106  5.4742  3.4128  -0.0042  -0.0084  0.0233
Si  8.2057  5.483  3.4392  -0.0024  -0.0043  -0.0211
Si  0.0119  8.2117  3.4173  0.0104  0.006  -0.0078
Si  5.4738  8.1853  3.419  -0.0295  -0.0205  0.007
Si  4.0848  1.4433  4.6915  -0.09  -0.023  -0.023
Si  9.5424  1.3687  4.8293  -0.0024  0.0146  -0.0069
Si  1.2722  4.1649  4.7702  -0.0361  0.0248  -0.0306
Si  6.8493  4.0851  4.8064  0.0584  -0.0044  0.0306
Si  4.0796  6.8215  4.7951  0.0083  0.0281  0.0024
Si  9.5598  6.8862  4.8021  -0.0281  0.0002  -0.0259
Si  1.3774  9.5812  4.7817  0.0053  -0.014  0.0227
Si  6.8984  9.5548  4.7235  -0.0098  -0.0207  -0.0425
Si  -2.8659  0.0452  8.9553  -0.0835  -0.025  -0.0264
Si  5.4841  0.025  5.9063  0.1904  0.0337  -0.0215
Si  2.69  2.8136  6.0332  -0.0209  0.0364  0.0666
Si  8.16  2.705  6.2525  -0.0142  -0.0351  -0.0354
Si  4.0023  4.1001  7.5189  0.0398  0.0401  -0.0157
Si  2.7357  5.638  8.8943  0.0724  -0.002  -0.142
Si  -0.6496  13.1254  19.4004  0.0365  0.015  0.0028
Si  8.2552  8.272  6.2067  0.0019  0.0106  0.0464
Si  4.2417  -1.2829  7.3186  -0.1641  -0.1226  0.1582
Si  2.2778  -1.5501  9.9146  0.0301  0.0125  0.0727
Si  5.7643  2.0743  16.7604  0.0112  0.0199  -0.0284
Si  12.2484  6.9017  7.527  -0.0668  0.0422  0.0808
Si  6.6695  12.2108  7.4774  0.0235  0.0184  -0.0108
Si  4.827  2.1949  8.7015  -0.0285  -0.0263  -0.0015
Si  8.0089  5.4822  8.9361  0.1709  -0.0863  0.2464
Si  9.6331  9.663  7.6714  -0.0145  -0.0006  -0.0012
Si  -1.0253  3.8108  14.3056  -0.0226  0.0297  -0.0771
Si  12.3033  1.6196  17.5018  -0.0088  0.0235  0.058
Si  -1.0981  2.1035  10.4844  -0.1968  0.1569  0.3332
Si  3.1442  0.3162  8.6276  0.0009  -0.0391  0.0909
Si  3.4664  8.7259  11.902  -0.1344  0.2186  0.079
Si  9.5287  4.0851  7.6395  -0.2036  0.0667  -0.054
Si  1.9132  7.3428  23.4035  0.0022  0.0021  0.0164
Si  5.4448  5.4237  6.1415  -0.0591  -0.0044  0.0308
Si  0.0053  -0.0072  6.1564  -0.0047  0.0132  0.0077
Si  5.5958  -2.6275  8.7338  -0.1538  -0.119  -0.0376
Si  1.3685  4.3336  10.2437  -0.1812  -0.0491  0.2339
Si  10.7321  0.8855  13.2185  0.0101  0.0126  0.0139
Si  -0.1065  5.5018  6.2122  0.1245  0.0029  -0.0375
Si  10.32  4.9481  11.5165  -0.0113  0.0604  -0.2437
Si  2.7374  8.2257  6.1695  0.0289  -0.0451  -0.0769
Si  5.8901  14.901  10.9778  0.0524  -0.0363  -0.039
O  10.5528  26.6917  13.1649  -0.0096  -0.0219  0.1469
O  32.8795  10.3416  25.5267  0.0045  -0.0009  -0.0112
O  -10.1821  -4.7398  23.3835  -0.0036  0.0002  -0.0048
O  9.4732  4.8274  23.5376  -0.0003  0.0006  -0.017
O  5.4185  -25.5954  25.8298  0.0297  -0.0104  0.0287
O  -21.8419  -5.3322  18.0843  -0.0009  0.0161  -0.0008
O  -4.5165  20.7726  11.609  0.0641  -0.0073  -0.2104
O  1.9365  -12.4902  27.1987  0.0794  -0.0195  0.0606
O  -30.1874  7.3867  21.9428  0.0022  0.0031  0.0029
O  9.4136  14.5024  11.179  0.1479  -0.0527  -0.1823
O  0.8384  -3.6178  19.9577  0.0126  0.0104  -0.0112
O  3.5066  12.5098  14.39  -0.0138  -0.0008  0.0101
O  -15.8774  11.2684  24.7383  -0.0065  0.0022  0.0255
O  15.3041  9.9957  17.882  -0.0065  -0.0242  -0.0033
O  46.8394  38.7531  19.6929  0.0009  0.0162  -0.0118
O  -30.325  19.2133  17.167  -0.0025  0.0018  -0.0034
O  -14.7257  -3.3097  16.2968  -0.0064  -0.0036  0.0135
O  -37.4034  30.231  13.8498  -0.0459  -0.0172  -0.0295
O  2.3247  3.6156  11.4573  0.0452  0.0452  0.0064
O  -2.4265  -9.5878  9.9019  0.0853  -0.0399  -0.0333
O  17.8024  14.1139  17.2899  0  0.0382  0.0472
O  -8.5368  13.3262  24.7015  0.0069  0.0125  0.032
O  9.7195  6.3489  28.0862  0.0211  0.0085  -0.0091
O  28.6383  -6.0655  9.9267  -0.002  0.0109  -0.0175
Si  8.1133  21.0038  28.9038  0.0069  0.2497  -0.0838
Si  5.517  9.4716  12.9309  0.2385  0.0768  0.1916
Si  -2.8239  25.8109  23.5493  -0.0024  0.006  0.0243
Si  -21.6186  -19.0472  8.7889  0.1563  -0.0474  -0.0117
Si  -17.7405  0.4762  18.6348  0.0274  0.0369  -0.0109
Si  -14.7184  20.1711  10.2512  0.1525  0.0431  0.3452
Si  -0.1281  27.9087  19.6709  0.0246  -0.042  0.044
Si  15.8403  11.8568  21.5564  -0.015  0.0037  0.0122
Si  24.109  23.6396  23.196  -0.0178  0.0255  -0.0128
Si  14.7277  8.5076  18.1253  0.0174  0.0228  0.0104
Si  1.4489  1.3702  7.3967  -0.0159  -0.0427  -0.0098
Si  -15.9401  5.7143  22.1341  0.013  -0.0135  0.0378
Si  14.7302  -14.3879  9.9374  0.0081  0.0663  -0.3667
Si  6.5608  33.3342  14.9578  0.0032  0.0262  -0.0593
Si  -10.8118  8.2981  9.0651  0.0578  -0.1148  0.0039
Si  1.9745  7.477  13.134  -0.0837  -0.0786  0.0067
Si  18.9408  -14.4401  20.3319  -0.0028  -0.0131  0.0131
Si  -1.5706  28.8195  10.2933  0.104  -0.1649  0.0001
Si  -4.103  6.8189  7.4308  -0.0674  0.0797  -0.1261
Si  -4.9636  -0.9073  23.6734  -0.0001  0.0001  0.0091
Si  -4.402  4.1686  18.5671  0.0147  -0.0158  -0.0147
Si  4.0675  10.247  29.834  0.0877  0.0619  0.0992
Si  22.9609  3.3236  20.7506  -0.0174  -0.0215  -0.0068
Si  -5.4817  33.1545  26.2903  0.0247  0.0693  0.0433
Si  -16.6159  30.016  27.1911  -0.0905  0.0591  -0.0702
Si  -4.0379  18.9149  28.8652  -0.0438  -0.1498  0.0901
Si  -5.1325  23.062  29.8083  -0.0107  -0.0071  -0.199
Si  -18.0119  15.5047  20.0828  -0.0242  -0.0255  0.0276
Si  12.9429  -13.2011  15.6811  -0.0091  0.0206  0.0325
Si  10.4108  8.9006  14.1957  -0.0118  -0.0039  -0.0117
Si  13.2137  -10.3569  14.7407  -0.011  0.0425  0.0323
Si  -6.7845  24.8964  14.7414  0.0836  -0.0582  0.0503
Si  -14.4043  -13.2804  15.036  -0.0071  0.0347  -0.0076
Si  -7.5714  4.8836  30.7931  -0.0529  -0.1131  0.0177
Si  -3.8081  3.0092  13.6013  -0.0051  -0.037  0.1071
Si  -7.7621  4.6392  12.4258  -0.0702  -0.054  -0.0021
Si  19.718  8.9047  22.8316  -0.0004  -0.0092  0.0393
O  -1.0091  -17.7874  26.6315  0.0253  0.0061  0.004
O  11.3262  19.8894  15.5722  0.0088  -0.0052  -0.0047
O  12.2412  2.7713  22.2893  0.0336  -0.018  0.0473
O  -6.0065  -6.8039  18.9335  -0.0158  0.011  0.0074
O  -17.7633  0.4034  20.2415  0.0014  -0.0016  0.0191
O  -8.1418  31.8876  15.117  0.0032  -0.0203  -0.026
O  -9.2289  40.8146  29.5351  0.0198  0.0126  -0.02
O  -11.5441  24.1178  14.0529  0.0154  -0.0406  0.0189
O  -11.6724  -4.441  25.5409  0.0173  -0.0196  0.0389
O  1.3898  11.5254  13.3825  0.0163  -0.0139  0.0055
O  -11.4998  15.2512  15.7912  0.0097  0.0007  0.0091
O  23.2504  -10.5632  23.3304  -0.0084  -0.0113  -0.0147
O  -15.0325  39.3387  21.0493  -0.0029  -0.0041  -0.0051
O  -5.9558  7.4451  17.8239  -0.0144  0.0102  -0.0032
O  46.8243  -14.8595  24.5041  0.0102  0.0039  0.0013
O  38.1492  -15.0873  23.1606  -0.007  0.0099  -0.0115
O  3.2563  26.0245  13.993  -0.0203  0.0293  -0.0415
O  21.9923  22.9408  18.4389  0.0017  -0.0279  -0.0482
O  19.3658  19.6682  21.2436  0.0021  0.0099  -0.0089
O  2.3924  -14.4683  14.7239  0.0128  0.0173  -0.0509
O  -17.1853  15.7529  11.7668  0.012  0.0171  0.0112
O  -13.5917  14.9004  14.229  -0.0102  -0.0034  0.0066
O  -4.1364  26.6204  23.0877  -0.0022  0.0078  -0.0297
O  20.6881  14.2602  18.3019  -0.0059  0.0078  -0.0126
O  14.7469  7.675  27.8442  0.002  0.0773  0.1041
O  -31.5514  25.1417  17.4266  0.0036  0.005  -0.0115
O  17.868  25.1836  12.0347  -0.0337  0.0303  -0.0418
O  0.3627  -28.0003  20.6721  -0.0095  0.0477  -0.0173
O  6.9404  27.5206  18.0334  -0.0045  0.0069  -0.0084
O  -1.6587  29.3184  23.3243  -0.0002  -0.0007  -0.0093
O  -0.9083  -11.4571  13.6949  -0.0039  0.0175  0.0099
O  -14.4954  29.9149  18.9418  0.0021  0.0048  -0.0005
O  5.4378  45.0535  18.1555  -0.0388  -0.0173  0.0286
O  8.1172  2.2299  27.421  0.0122  0.0003  0.0023
O  13.1677  -4.9542  12.4914  0.0325  0.005  0.012
O  -4.7657  12.8076  21.1322  -0.0048  -0.0053  -0.0032
O  3.7456  56.2349  22.5553  0.001  -0.004  -0.009
O  37.5442  4.8458  21.4518  0.0092  0.0114  0.0016
O  -5.4879  10.8007  13.9118  -0.0585  -0.0943  -0.0944
O  -32.1578  -6.9847  28.937  -0.036  -0.062  0.0847
O  -3.5489  25.6619  19.9231  0.0015  -0.0052  0.0182
O  18.3613  -0.7625  15.5315  0.0137  -0.0469  -0.0013
O  -2.0195  12.594  20.1724  -0.0591  -0.0088  0.0053
O  9.9428  20.9675  23.0979  -0.0004  0.0064  -0.0101
O  -20.6396  -24.0542  23.7631  0  -0.004  -0.0127
O  -19.2032  25.3223  20.2344  0.038  0.0233  -0.0084
O  -2.6693  62.7938  10.8195  -0.1602  0.1492  -0.0383
O  23.1921  1.0666  15.9753  0.0135  -0.0133  -0.019
O  18.453  23.3389  13.9825  -0.0038  -0.0253  -0.0064
O  14.1785  19.4356  19.6586  -0.0029  -0.0112  -0.0142
O  37.5386  30.9574  24.105  0.0018  -0.0074  -0.0275
O  12.1531  16.5395  27.1001  0.0157  -0.0482  0.0498
O  -3.0923  25.3126  25.0918  0.0064  0.0011  -0.0092
O  7.5676  4.8463  27.5022  0.0051  -0.0129  -0.0433
O  -32.4331  18.9569  13.1017  0.034  0.0165  0.0278
O  30.1717  -8.1571  22.403  -0.001  0.0103  0.0041
O  5.6327  10.5609  22.1932  0.0088  -0.0085  -0.0054
O  -5.7411  13.6237  10.2395  0.0038  0.012  0.0067
O  19.9077  30.0753  14.4942  0.0151  0.0008  -0.0035
O  -12.5839  28.3511  20.0373  -0.015  0.0082  -0.0096
O  -8.2375  -7.5419  27.1743  -0.0253  0.0316  0.0224
O  54.1913  22.9873  11.6435  0.0227  0.007  -0.1149
O  -30.0679  1.148  18.1725  -0.0196  -0.0104  -0.0089
O  5.6771  -29.5122  14.2537  -0.0366  -0.0033  -0.0079
O  4.1187  23.1534  26.4001  -0.0372  0.007  0.0007
O  -6.5637  13.8705  16.357  -0.0379  0.0283  -0.0442
O  -31.3016  55.7774  26.9229  0.0143  0.018  -0.0008
O  5.1124  9.7408  26.7821  0.0153  -0.0436  0.0364
O  -3.5086  31.1705  23.6634  -0.006  -0.0029  -0.0071
O  3.0096  16.0462  29.171  0.0069  0.0152  0.0217

Results
free energy: -158345.452 eV
free energy less fixed offsets of O -568.88, Si -635.61 eV per atom: 4.918 eV

The program warned: the cutoff lies below the one the program advises for these potential files; the forces do not sum to zero within the program's tolerance; the exchange-correlation potential is rough where the density is thin.
